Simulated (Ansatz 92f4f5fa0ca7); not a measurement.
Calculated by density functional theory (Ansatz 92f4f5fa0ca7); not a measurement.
Periodic cell of 222 atoms, Si131O89P2, from a study of silicon, its oxide and their interface. The atomic structure is a simulated model.
Doubt: the cutoff is far below the 930 eV that the study's wrapper takes by default for these files, so forces and energies are approximate.
This geometry differs little from another in the collection (a relaxation step or a small displacement).

Settings
functional: PBE
potential files: Ansatz PAW
basis: plane waves
wave-function cutoff: 580 eV
density cutoff ratio: 5
exchange-correlation grid ratio: 1
k mesh: 1 x 1 x 1, Gamma-centred
self-consistency stop: 5e-08 eV per atom in the density residual
occupations: fixed
spin: none
net charge: 0

Cell vectors (angstrom)
a 10.938 0 0
b 0 10.938 0
c 0 0 32.1988

Atoms and the computed forces on them: element, x, y, z (angstrom), force x, y, z (eV/angstrom)
Si 10.6117 0.1688 24.8707 -0.1656 0.2036 0.1003
Si 5.6732 10.6342 24.7389 0.0075 -0.0519 0.0028
Si 2.5302 2.9372 24.6656 -0.0212 0.0649 0.0584
Si 8.3783 2.4987 24.8159 0.2038 -0.1598 0.2013
Si 0.3008 5.2238 24.7631 0.109 -0.014 0.0345
P 5.2291 5.6613 24.6581 0.1688 -0.1461 0.0519
P 2.8667 8.061 24.4846 0.0332 0.1598 -0.2195
Si 7.893 8.371 24.7527 -0.0124 -0.0031 0.0299
Si 1.3918 1.3367 26.0134 -0.0751 0.0589 0.0699
Si 6.7825 1.3069 26.0901 0.0973 -0.0478 0.0712
Si 4.1211 4.1422 26.0234 0.0527 -0.0026 -0.0426
Si 9.568 4.1349 26.0493 0.0269 -0.0769 0.0843
Si 1.4558 6.9133 25.9872 -0.1359 0.0429 0.0375
Si 6.7051 6.7747 26.0617 -0.0242 -0.0004 0.0057
Si 4.0061 9.4568 25.9743 0.0547 0.0463 0.1076
Si 9.4698 9.4971 26.1361 -0.054 0.0966 0.0502
Si 2.736 -0.0289 27.3701 0.1094 0.0054 -0.0703
Si 8.1635 -0.0178 27.4997 0.0333 0.0473 0.0002
Si 0.0045 2.7237 27.412 -0.052 -0.0703 -0.0585
Si 5.4493 2.7312 27.3971 -0.1204 -0.004 -0.0027
Si 2.763 5.5129 27.415 -0.0073 -0.0204 -0.0467
Si 8.1835 5.477 27.3967 0.0054 0.0973 -0.0502
Si 0.0061 8.179 27.396 -0.0108 -0.1393 -0.0052
Si 5.3971 8.1796 27.4448 -0.0222 -0.0172 -0.1114
Si 4.0806 1.3571 28.7509 0.0452 -0.0056 0.0811
Si 9.5791 1.3642 28.8085 -0.0096 0.0165 -0.1124
Si 1.3641 4.1164 28.7635 -0.0034 -0.0092 -0.1097
Si 6.8373 4.0888 28.762 0.0166 -0.0111 0.0539
Si 4.0923 6.8242 28.8443 -0.0095 0.0243 -0.0546
Si 9.5661 6.8261 28.7644 -0.0122 0.0224 0.0677
Si 1.3619 9.5681 28.7549 -0.0166 0.011 0.0652
Si 6.7828 9.5527 28.818 0.0448 0.0055 -0.119
Si 0.0067 -0.0078 30.1477 0.0168 -0.0148 0.0289
Si 5.4466 0.0106 30.1541 -0.0444 0.0555 0.0207
Si 2.73 2.74 30.1314 0.0127 -0.013 0.001
Si 8.2045 2.7343 30.1472 -0.0177 0.0002 0.0306
Si -0.0022 5.4672 30.1417 -0.015 0.0324 0.0132
Si 5.4835 5.4515 30.1589 -0.0022 0.0007 -0.0167
Si 2.7155 8.2142 30.1586 0.0159 -0.01 -0.0266
Si 8.2 8.1968 30.1433 0.0374 -0.0286 0.0132
Si 1.3673 1.3673 31.515 0.0128 0.0391 -0.0535
Si 6.8362 1.3673 31.515 0.0148 0.0357 -0.0509
Si 4.1018 4.1018 31.515 0.0008 -0.113 -0.0018
Si 9.5708 4.1018 31.515 -0.0049 0.004 -0.033
Si 1.3673 6.8362 31.515 -0.1042 0.0181 -0.0161
Si 6.8362 6.8362 31.515 0.0801 -0.0561 0.0561
Si 4.1018 9.5708 31.515 -0.1387 0.0287 0.0543
Si 9.5708 9.5708 31.515 -0.0317 -0.0119 -0.0336
Si 2.7345 0 0.6835 0.0794 -0.0107 0.126
Si 8.2035 0 0.6835 -0.0451 0.0671 -0.1071
Si 0 2.7345 0.6835 -0.062 -0.0151 0.0782
Si 5.469 2.7345 0.6835 0.0749 -0.0589 0.013
Si 2.7345 5.469 0.6835 -0.0195 0.1746 -0.1599
Si 8.2035 5.469 0.6835 0.0889 -0.0583 0.1074
Si 0 8.2035 0.6835 0.0627 -0.1367 -0.0225
Si 5.469 8.2035 0.6835 -0.0324 0.0304 0.0529
Si 4.1221 1.3618 2.0569 0.0191 -0.0194 -0.0166
Si 9.5642 1.3572 2.0514 0.0059 0.0049 0.0073
Si 1.3691 4.1232 2.034 -0.037 0.0036 -0.0121
Si 6.8463 4.0884 2.0589 0.0144 -0.0263 -0.0092
Si 4.1037 6.8292 2.0522 0.0085 0.0076 0.008
Si 9.578 6.838 2.0528 0.0073 -0.0097 -0.0175
Si 1.379 9.5515 2.0515 0.0269 -0.0152 -0.0151
Si 6.8283 9.5938 2.0471 -0.0239 0.0139 0.0018
Si -0.0104 -0.0359 3.3843 0.0457 0.0767 0.0539
Si 5.4923 0.0135 3.4729 -0.0423 -0.0063 -0.0667
Si 2.777 2.7918 3.3567 -0.0429 -0.0906 0.0908
Si 8.1868 2.694 3.4489 0.0458 0.065 -0.0438
Si 0.0226 5.4812 3.4311 -0.0331 -0.0061 -0.0149
Si 5.4794 5.4655 3.4064 0.0199 0.0239 0.0216
Si 2.7703 8.2091 3.4473 -0.0371 0.0016 -0.0477
Si 8.2037 8.2305 3.3743 0.0081 -0.0448 0.065
Si 1.3926 1.3937 4.6294 -0.0014 0.0091 -0.0592
Si 6.8446 1.3516 4.9019 -0.0018 -0.0052 0.052
Si 4.1546 4.0863 4.8009 0.0078 0.0192 -0.0151
Si 9.5746 4.086 4.7559 -0.0041 -0.0099 0.013
Si 1.4128 6.8341 4.8139 0.0102 0.0126 0.0223
Si 6.8245 6.8899 4.7284 0.0031 0.0126 -0.0256
Si 4.1346 9.5795 4.8416 0.0114 0.0138 0.0452
Si 9.555 9.5527 4.7864 -0.0108 -0.0116 -0.0183
Si 2.7469 0.1145 6.0567 -0.0036 0.0268 -0.0244
Si 8.2079 -0.0559 6.2582 -0.0002 -0.0113 0.0178
Si 0.0278 2.6778 6.0392 0.0067 -0.0175 -0.0197
Si 5.4756 2.7285 6.2849 -0.013 -0.0042 0.0146
Si 2.8159 5.4819 6.1732 0.0016 0.0045 0.0122
Si 8.1756 5.4843 6.0374 0.0001 0.0031 -0.0183
Si 0.0129 8.1913 6.1483 -0.0103 -0.0078 0.0096
Si 5.5268 8.2268 6.2304 0.0029 -0.0094 -0.0178
Si 3.8346 1.5803 7.5975 0.0061 -0.0152 -0.0167
Si 9.8406 1.1425 7.4467 -0.0002 0.0253 -0.0093
Si 1.6294 3.8069 7.305 -0.0255 -0.0016 -0.0189
Si 6.6505 4.4195 7.4696 0.0111 0.0184 -0.0013
Si 4.4055 6.6366 7.5417 0.0074 0.0018 -0.016
Si 9.3654 6.9558 7.3999 -0.0061 -0.004 -0.0182
Si 1.1419 9.9224 7.287 0.0068 0.0028 -0.0067
Si 7.1588 9.2362 7.6619 -0.0034 -0.0041 -0.0175
O 8.3092 8.0948 7.9075 0.0007 0.008 0.0162
O 2.7156 2.7443 7.9486 0.012 -0.0093 0.0137
O 9.6172 1.449 24.6842 -0.0569 -0.1142 -0.2682
O 0.0299 0.0282 7.9533 0.0001 -0.0075 0.0088
O 5.5264 5.5127 8.0244 -0.0045 -0.0074 0.0122
O 6.8224 9.5359 24.2365 -0.0281 -0.0141 -0.0304
O 1.3771 4.0611 24.2509 0.0451 0.0466 -0.0656
O 3.8627 7.3881 8.9319 -0.0093 0.0044 0.0234
O 0.8087 4.3841 8.5935 0.0018 0.0052 0.027
O 9.8121 6.1827 8.7948 0.0071 -0.0035 0.0285
O 2.1233 9.3878 8.4878 -0.0097 0.0065 0.0169
O 7.5112 3.9316 8.791 -0.0015 -0.003 0.0171
O 4.2676 0.9339 9.0655 0.0054 0.0036 0.035
O 6.7284 9.568 9.216 0.0025 -0.0027 0.0337
O 9.2087 1.8604 8.7908 -0.0102 0.0058 0.03
O 7.9247 2.7727 23.2526 -0.0167 0.035 -0.0052
O 10.5701 5.8641 23.4095 -0.0218 0.011 -0.0499
O 5.0778 0.4254 23.3911 -0.0071 -0.0037 -0.0838
O 6.3602 4.715 23.8587 -0.0414 -0.0295 -0.1652
O 3.1303 2.2491 23.279 0.0139 -0.0022 -0.0635
O 2.0316 9.2011 23.5447 0.0156 -0.1524 0.001
O 8.6119 7.7044 23.4242 0.0041 -0.0146 -0.1005
O -0.1809 10.5636 23.3297 0.0492 -0.0618 0.0856
Si 4.3999 1.5871 22.4703 -0.0003 0.0041 0.1203
Si 3.4902 7.9483 14.0225 -0.0059 -0.0009 -0.045
Si 7.1132 0.9825 14.6583 -0.0029 0.0117 -0.0342
Si 0.774 9.5274 22.5282 -0.063 -0.0166 0.0555
Si 1.1811 4.3226 11.8766 -0.0035 0.0017 -0.0374
Si 6.265 8.9887 15.3096 0.0026 -0.0005 -0.0441
Si 0.6742 1.3821 12.2947 0.0023 -0.0011 -0.0369
Si 8.6157 4.987 20.5255 0 0.0371 0.0336
Si 0.3255 5.722 9.3549 -0.0056 -0.0032 -0.0445
Si 5.0973 3.1554 17.9334 -0.0082 -0.0148 -0.0329
Si 0.8763 3.7706 16.7411 -0.0077 -0.004 -0.0352
Si 10.3879 2.8842 19.219 0.0061 -0.0015 -0.0315
Si 5.2801 1.1937 10.3434 -0.0067 -0.0007 -0.0457
Si 0.8762 0.2236 19.8149 0.0316 0.0143 0.0049
Si 6.6446 9.472 10.8549 -0.0023 0.007 -0.047
Si 9.3289 9.7138 18.3034 -0.0007 -0.0042 -0.0363
Si 9.3908 9.2584 12.5547 -0.0022 -0.0008 -0.0404
Si 6.7323 3.6922 22.6304 -0.1334 0.065 0.071
Si 2.4435 8.0757 9.3734 0.0039 -0.0067 -0.0424
Si 10.5868 7.3938 17.0798 -0.0035 0.0012 -0.0377
Si 2.5075 6.3174 16.5743 -0.0139 -0.0056 -0.0414
Si 10.1743 4.5128 14.1812 0.0019 -0.0028 -0.0359
Si 6.1296 9.2197 18.5051 0.0035 0.0361 -0.0355
Si 7.9696 2.5795 9.5698 0.0086 -0.0049 -0.0522
Si 8.8765 2.1652 12.444 0.0012 0.0047 -0.0362
Si 5.3341 6.2798 18.0643 -0.0052 -0.0256 -0.0604
Si 3.918 0.5963 19.4602 -0.008 0.0135 0.0008
Si 4.2775 3.8531 12.0422 0.003 -0.0035 -0.0388
Si 5.5438 6.6156 12.1333 0.0021 0.0013 -0.0362
Si 8.005 2.5351 17.2109 -0.0025 -0.004 -0.0273
Si 4.354 2.4998 14.9618 -0.0018 0.0028 -0.0397
Si 1.5314 1.2328 15.2588 -0.0037 0.0066 -0.0331
Si 1.5694 9.4266 12.0342 0.0002 0.0017 -0.0354
Si 8.0492 6.8713 13.8618 0.0034 -0.0088 -0.0424
Si 10.3744 9.8522 15.4736 0.0067 0.0045 -0.0438
Si 9.8233 7.0293 22.5577 -0.0097 -0.0014 0.1181
Si 8.0988 5.5149 17.424 0.015 -0.0091 -0.0385
O 6.0486 7.9708 11.2835 -0.003 -0.0066 0.0203
O 6.0093 9.2317 16.8868 -0.0006 -0.0011 0.026
O 7.6739 1.3889 13.1877 -0.0054 -0.0023 0.0197
O 0.888 1.7628 13.8649 0.0025 -0.0017 0.0242
O 9.4284 6.2739 16.9045 -0.0043 0.0054 0.0198
O 6.7598 6.2166 13.1344 0.0039 0.0036 0.0198
O 5.1301 4.6921 18.6002 0.0005 0.0139 0.018
O 9.2219 2.1875 18.2626 0.0025 0.0002 0.0198
O 2.3642 0.142 19.061 -0.0126 -0.0034 0.0092
O 9.3888 10.2506 16.7376 -0.0065 0.0032 0.0269
O 2.7889 4.4493 11.7018 -0.001 0.0016 0.0156
O 5.059 10.3605 19.0946 0.0179 -0.0203 0.0019
O 9.4201 3.268 13.4814 -0.0001 0.0053 0.0143
O 0.4521 1.8101 19.9418 -0.0008 -0.0052 0.0052
O 3.1454 1.3845 15.0647 -0.0003 0.0008 0.0159
O 8.1251 5.4032 19.042 -0.0125 -0.0059 0.0158
O 3.8887 6.6263 17.3855 0.0082 0.0067 0.0257
O 4.5742 3.3104 16.376 0.0024 0.0048 0.0225
O 9.0654 5.693 14.3152 -0.0003 0.0015 0.0116
O 5.4679 2.7854 22.1584 0.0247 0.0412 0.0166
O 10.6663 4.165 15.6778 0.004 0.0011 0.0198
O 0.3264 3.9067 18.2726 -0.005 -0.002 0.0206
O 10.4207 10.57 19.17 0.007 -0.0013 0.0385
O 9.6476 10.0392 14.0102 0.0007 0.0017 0.0266
O 10.9057 8.1692 22.1245 0.0321 0.001 -0.0104
O 1.1837 2.1855 16.5294 0 0.0031 0.0152
O 9.7089 3.7771 20.4084 -0.0111 -0.0082 0.0032
O 8.1228 4.0678 16.6865 -0.0048 0.0097 0.0192
O -0.0419 9.1127 11.8894 -0.0032 0.0027 0.0151
O 6.5776 2.4423 17.9994 -0.0004 0.0053 0.0171
O 5.5807 10.7276 11.1888 -0.001 -0.0012 0.0204
O 7.7419 9.6273 18.8283 -0.0027 -0.0023 0.0131
O 10.0248 1.0428 12.0565 0.0001 0.0018 0.0154
O 1.3137 6.9659 9.0585 0 0.0039 0.0177
O 0.6245 4.7835 13.3454 -0.0025 0.0043 0.0195
O 5.6959 7.66 18.9777 -0.0052 -0.004 0.0293
O 5.2376 5.0998 11.5141 -0.0006 0.0037 0.0166
O 2.7135 7.0072 15.1114 -0.0013 -0.0039 0.026
O 0.9131 2.7573 11.464 -0.0003 -0.0015 0.0153
O 0.853 10.704 15.5473 -0.0025 -0.0026 0.0169
O 2.4068 8.5995 10.9055 -0.0026 0.008 0.0259
O 4.6982 2.4453 11.2639 -0.0043 0.0087 0.0218
O 4.2492 3.5243 13.6716 -0.0026 -0.0034 0.0245
O 2.193 4.7085 16.4811 0.0064 0.0071 0.0156
O 10.6951 8.2647 15.6921 -0.0013 -0.0025 0.0203
O 6.9326 10.314 14.6625 -0.0047 -0.0053 0.0184
O 2.3405 8.9689 13.4168 0.0065 -0.0046 0.0233
O 8.0267 1.5585 15.8969 -0.0012 0.0024 0.0207
O 4.1275 7.0106 12.85 -0.0049 0.0055 0.0229
O 4.1712 2.0496 18.7185 0.0028 0.005 0.0081
O 7.2932 4.4879 21.3364 0.0166 0.0272 0.036
O 8.4105 2.9416 11.0923 0.0056 -0.0015 0.0298
O 1.178 6.8929 17.3563 -0.0001 0.0053 0.018
O 5.6434 1.5875 14.7543 0.0016 -0.0026 0.0159
O 8.1316 9.7709 11.5742 0.0087 -0.0014 0.0225
O 9.232 6.3184 21.2266 -0.0106 0.0001 -0.0578
O 8.9547 7.7292 12.842 -0.0025 -0.0004 0.019
O 1.6471 0.1338 11.8748 -0.0019 0.0012 0.0151
O 6.6421 6.1881 17.063 -0.0065 0.0081 0.0221
O 7.3962 7.8258 15.0312 -0.0068 0.0094 0.0224
O 1.1993 10.3324 21.1859 0.0105 -0.0152 0.0334
O 10.0293 8.2391 18.35 -0.0021 0.0037 0.0232
O 3.9501 0.8915 21.0741 0.0058 -0.0114 -0.0644
O 0.3369 5.3436 10.923 0.001 -0.0046 0.0292
O 6.6973 1.58 9.6335 -0.003 0.0009 0.0191
O 4.7791 8.728 14.6682 0.0066 0.0065 0.0205

Results
free energy: -135405.074 eV
free energy less fixed offsets of O -568.88, P -755.39, Si -635.61 eV per atom: 0.936 eV

The program warned: the cutoff lies below the one the program advises for these potential files; the forces do not sum to zero within the program's tolerance; the exchange-correlation potential is rough where the density is thin.
